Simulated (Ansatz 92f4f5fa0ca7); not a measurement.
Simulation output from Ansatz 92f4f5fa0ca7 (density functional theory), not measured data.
Periodic cell of 237 atoms, Si145O90As2, from a study of silicon, its oxide and their interface. The atomic structure is a simulated model.
Doubt: the cutoff is far below the 930 eV that the study's wrapper takes by default for these files, so forces and energies are approximate.
This geometry differs little from another in the collection (a relaxation step or a small displacement).

Settings: functional PBE; potential files Ansatz PAW; basis plane waves; wave-function cutoff 580 eV; density cutoff ratio 5; exchange-correlation grid ratio 1; k mesh 1 x 1 x 1, Gamma-centred; self-consistency stop 5e-08 eV per atom in the density residual; occupations fixed; spin none; net charge 0.

Cell vectors (angstrom)
a, 11.6015, 0, 0
b, 0, 10.938, 0
c, 0, 0, 32.0622

Atoms: element, x, y, z (angstrom)
Si, -0.178, -0.0612, 23.2643
Si, 3.6833, 0.2242, 23.086
Si, 7.5666, -0.1232, 23.4311
Si, 1.6974, 1.3881, 23.4076
Si, 5.7503, 1.4195, 23.1818
Si, 9.4614, 1.2362, 23.3504
Si, 0.1868, 5.3427, 23.4326
Si, 4.1386, 5.3062, 23.3812
Si, 8.0537, 5.6125, 23.5456
Si, 2.1861, 6.613, 23.3706
Si, 5.9888, 6.7723, 23.4645
Si, 10.0211, 6.8808, 23.5962
Si, 1.9141, 2.6772, 25.374
Si, 5.8408, 2.6612, 25.251
Si, 9.6489, 2.6918, 25.2549
Si, 11.612, 4.0244, 25.3617
Si, 3.9047, 3.9831, 25.3123
Si, 7.7561, 4.091, 25.3352
Si, 1.9895, 8.1639, 25.2007
Si, 5.7869, 8.1767, 25.3483
Si, 9.7246, 8.2753, 25.429
Si, 11.6527, 9.5718, 25.2608
Si, 3.8794, 9.6023, 25.0619
Si, 7.7026, 9.53, 25.3939
Si, 11.6599, -0.004, 27.2075
Si, 3.9095, -0.048, 27.1182
Si, 7.7669, -0.0103, 27.2756
Si, 1.994, 1.3214, 27.2728
Si, 5.8356, 1.328, 27.203
Si, 9.7056, 1.3379, 27.204
Si, 11.6011, 5.475, 27.2287
Si, 3.8553, 5.4273, 27.2104
Si, 7.7205, 5.4637, 27.2568
Si, 1.9467, 6.8322, 27.1812
Si, 5.7686, 6.8049, 27.2602
Si, 9.6625, 6.82, 27.2773
Si, 1.9505, 2.7277, 29.1726
Si, 5.7995, 2.7128, 29.1409
Si, 9.6856, 2.726, 29.1423
Si, 0.016, 4.0997, 29.1587
Si, 3.8739, 4.0917, 29.1642
Si, 7.736, 4.0817, 29.1703
Si, 1.9496, 8.1883, 29.139
Si, 5.7966, 8.1936, 29.1706
Si, 9.6778, 8.2061, 29.1847
Si, 0.0167, 9.5617, 29.1493
Si, 3.8777, 9.5712, 29.1202
Si, 7.7379, 9.5512, 29.1862
Si, 0, 0, 31.0965
Si, 3.8672, 0, 31.0965
Si, 7.7343, 0, 31.0965
Si, 1.9336, 1.3673, 31.0965
Si, 5.8008, 1.3673, 31.0965
Si, 9.6679, 1.3673, 31.0965
Si, 0, 5.469, 31.0965
Si, 3.8672, 5.469, 31.0965
Si, 7.7343, 5.469, 31.0965
Si, 1.9336, 6.8362, 31.0965
Si, 5.8008, 6.8362, 31.0965
Si, 9.6679, 6.8362, 31.0965
Si, 1.9336, 2.7345, 0.9679
Si, 5.8008, 2.7345, 0.9679
Si, 9.6679, 2.7345, 0.9679
Si, 0, 4.1018, 0.9679
Si, 3.8672, 4.1018, 0.9679
Si, 7.7343, 4.1018, 0.9679
Si, 1.9336, 8.2035, 0.9679
Si, 5.8008, 8.2035, 0.9679
Si, 9.6679, 8.2035, 0.9679
Si, 0, 9.5708, 0.9679
Si, 3.8672, 9.5708, 0.9679
Si, 7.7343, 9.5708, 0.9679
Si, 11.6043, -0.0047, 2.9634
Si, 3.8237, -0.0028, 2.9032
Si, 7.7556, -0.0046, 2.9005
Si, 1.9133, 1.4033, 2.9287
Si, 5.7854, 1.2864, 2.8139
Si, 9.6719, 1.3703, 2.9144
Si, 11.5696, 5.5092, 2.8705
Si, 3.8786, 5.4997, 2.9015
Si, 7.7415, 5.5097, 2.8907
Si, 1.9143, 6.8329, 2.8917
Si, 5.8137, 6.8532, 2.8831
Si, 9.6718, 6.9124, 2.977
Si, 1.8876, 2.8942, 4.7931
Si, 5.7246, 2.6024, 4.7163
Si, 9.5903, 2.7918, 4.8143
Si, 11.5025, 4.2044, 4.8162
Si, 3.9024, 4.1122, 4.8138
Si, 7.5878, 4.0128, 4.7157
Si, 1.8923, 8.1754, 4.832
Si, 5.8238, 8.2726, 4.7704
Si, 9.6973, 8.2696, 4.972
Si, 11.6347, 9.671, 5.0162
Si, 3.8296, 9.497, 4.8013
Si, 7.7683, 9.646, 4.885
Si, 11.7049, 0.3883, 6.8584
Si, 3.8006, -0.0488, 6.6779
Si, 7.8065, 0.0468, 6.8867
Si, 2.143, 1.5739, 6.7001
Si, 5.765, 1.236, 6.6544
Si, 9.6907, 1.5605, 6.8283
Si, 11.4906, 5.5965, 6.7401
Si, 3.9338, 5.4343, 6.8027
As, 7.6896, 5.5547, 6.5308
Si, 1.9555, 6.721, 6.7066
Si, 5.7709, 6.9561, 6.7045
As, 9.7528, 7.2405, 7.2562
O, 10.9242, 8.5119, 8.057
O, 7.8424, 9.8994, 8.178
O, 7.2283, 4.6258, 8.0509
O, 3.4042, 10.3738, 8.2316
O, 2.1897, 7.6336, 8.0576
O, 4.0364, 4.6, 8.2534
O, 9.7558, 2.5163, 8.2017
O, 2.6695, 2.3744, 8.0934
O, 11.4289, 4.59, 8.0507
O, 5.4075, 2.3651, 7.8117
O, 6.0421, 7.9007, 8.0496
O, 11.6137, 10.9879, 8.4914
O, 11.3068, 10.078, 21.7899
O, 3.2442, 10.7659, 21.4997
O, 5.8156, 7.7633, 22.135
O, 4.234, 4.4587, 21.9295
O, 7.6912, 9.7046, 22.1677
O, 10.2784, 7.6907, 22.1706
O, 1.6202, 2.418, 22.1076
O, 5.97, 2.4588, 21.8783
O, 8.4871, 4.7388, 22.1957
O, -0.0205, 4.4983, 21.9947
O, 2.3861, 7.4468, 21.952
O, 9.1575, 1.913, 21.8624
Si, 2.1455, 7.939, 9.6358
Si, 5.0717, 0.6096, 17.6562
Si, 2.5395, 5.479, 13.9881
Si, 10.6843, 3.8726, 14.0318
Si, 8.3535, 2.4314, 15.2361
Si, 9.5685, 2.2734, 20.3328
Si, 10.4948, 3.7134, 9.0529
Si, 0.1038, 2.3536, 11.5536
Si, 11.0689, 8.1652, 15.3698
Si, 5.2147, 6.9679, 13.9537
Si, 5.8133, 2.6651, 11.1057
Si, 8.599, 7.6989, 19.3595
Si, 8.1408, 4.8771, 20.6145
Si, 5.958, 9.6259, 15.1669
Si, 2.1335, 7.658, 20.3605
Si, 1.9936, 4.9148, 18.7885
Si, 4.5562, 3.4721, 17.9935
Si, 8.5438, 8.9653, 16.7834
Si, 0.8958, 9.5556, 13.3494
Si, 10.0042, 10.7121, 11.7779
Si, 5.3779, 3.7248, 21.008
Si, 0.65, 5.5652, 16.2475
Si, 11.2574, 9.5717, 9.2347
Si, 6.5824, 8.907, 21.2664
Si, 7.157, 7.126, 11.4335
Si, 2.7407, 0.7671, 12.1628
Si, 10.8936, 8.6802, 21.0363
Si, 6.0943, 4.352, 15.5997
Si, 7.1534, 0.5197, 12.9564
Si, 4.1149, 2.9916, 8.585
Si, 0.9417, 6.8352, 11.8852
Si, 6.7165, 9.0491, 9.0215
Si, 0.6991, 3.311, 21.1172
Si, 9.8827, 6.5314, 12.8426
Si, 7.676, 4.5969, 9.6193
Si, 3.9935, 10.1048, 20.1935
Si, 4.3125, 3.0894, 13.5033
Si, 4.0184, 10.0416, 9.7188
Si, 8.1004, 0.8247, 18.0076
O, 11.6769, 3.2149, 12.9299
O, 9.307, 4.6132, 9.7349
O, 8.8177, 3.629, 19.8446
O, 4.0777, -0.0367, 18.7804
O, 11.4212, 4.5425, 15.3098
O, 10.1261, 9.8434, 10.393
O, 3.8047, 1.601, 13.0821
O, 0.727, 9.0939, 14.9066
O, 6.513, 1.0043, 18.3408
O, 4.8152, 3.1857, 19.5849
O, 6.3273, 1.2365, 11.7349
O, 1.045, 9.1021, 9.9681
O, 5.7152, 4.3277, 17.1992
O, 8.483, 7.1239, 12.3479
O, 4.4623, 2.6516, 10.1482
O, 2.1215, 5.7345, 15.5424
O, 3.5302, 0.0488, 10.9346
O, 5.9471, 7.245, 12.5177
O, 2.3685, 6.3522, 19.4373
O, 0.7314, 4.9967, 17.7661
O, 8.4717, 10.7034, 12.3393
O, 5.6273, 10.1563, 9.5198
O, 0.5939, 8.1472, 20.2168
O, 9.8418, 2.6397, 14.6544
O, 2.0623, 10.6659, 13.216
O, 9.9801, 9.1334, 16.0615
O, 6.1919, 10.3931, 13.7405
O, 7.547, 1.6029, 14.1012
O, 1.6963, 3.8962, 19.9991
O, 5.9334, 5.8195, 14.8919
O, 7.377, 8.9855, 15.6631
O, 1.5699, 1.6613, 11.4757
O, 7.2783, 8.3713, 10.3838
O, 4.3561, 2.0214, 17.2597
O, 7.0868, 3.2264, 10.2736
O, 11.5545, 7.0251, 16.4133
O, 8.3403, 10.1897, 17.7971
O, 3.6091, 8.5006, 10.0874
O, 7.648, 3.8857, 15.4591
O, 3.2166, 4.3653, 17.8873
O, 2.9607, 3.9478, 13.6995
O, 1.3813, 8.2702, 12.4948
O, 1.2666, 5.7209, 13.0113
O, 5.0224, 8.3384, 14.8235
O, 11.1893, 2.4259, 20.3143
O, 11.0307, 10.0926, 12.879
O, 5.3425, 3.6343, 12.3437
O, 5.148, 3.2152, 14.891
O, 6.5085, 4.8335, 20.5713
O, 8.4648, 1.6453, 16.6535
O, 10.4502, 1.3156, 11.5195
O, 10.9443, 6.7094, 11.6055
O, 3.2249, 8.7292, 19.8229
O, 1.7666, 6.6014, 10.4972
O, 7.1821, 8.2337, 19.9327
O, 8.5241, 7.6266, 17.7275
O, 3.7229, 6.4829, 13.5592
O, 9.7236, 4.9721, 13.291
O, 5.5163, 9.9927, 20.7405
O, 10.3905, 7.4179, 14.0976
O, 8.7912, 6.1915, 19.93
O, 7.0329, 5.7985, 10.5067
O, 5.2944, 10.579, 16.3386
O, 9.0714, 1.1701, 19.2596
O, 11.5218, 3.2596, 10.2191
O, 9.7597, 8.7338, 19.8671

Results
free energy: -153071.192 eV
free energy less fixed offsets of As -4856.12, O -568.88, Si -635.61 eV per atom: 3.698 eV

Forces (eV/angstrom), in the order of the atoms: element, x, y, z
Si, -0.0004, 0.0002, -0.0032
Si, -0.0006, -0.0001, -0.0031
Si, -0.0005, -0.0021, -0.0033
Si, 0.0014, 0.0007, -0.0023
Si, 0.0008, -0.0007, -0.0015
Si, 0.0009, 0.0021, -0.004
Si, 0.0025, -0.0008, -0.0025
Si, -0.0007, -0.0002, -0.001
Si, 0.001, -0.0009, -0.0031
Si, 0.0019, -0.0026, -0.0038
Si, 0.0007, 0.0005, -0.0017
Si, -0.0022, -0.0005, -0.0023
Si, -0.0002, -0.0008, -0.0006
Si, -0.0016, 0.0002, 0.0023
Si, -0.0007, -0.0007, -0.0009
Si, -0.0018, -0.001, 0
Si, 0.0006, -0.0005, -0.0007
Si, 0.0002, -0.0017, -0.0004
Si, -0.0013, -0.0007, -0.0004
Si, 0.0002, -0.0009, -0.0007
Si, 0.001, 0.0012, -0.0009
Si, -0.0002, -0.001, 0.0025
Si, -0.0002, -0.0002, 0.0012
Si, -0.0007, -0.0002, 0.0005
Si, 0.0008, 0.002, 0
Si, -0.0001, 0.0001, 0.001
Si, -0.0001, -0.0002, -0.0005
Si, -0.0002, 0.0004, -0.0005
Si, 0.0014, -0.0009, -0.0003
Si, -0.0001, 0.0003, 0.0002
Si, 0.0005, -0.0002, 0
Si, 0.0006, -0.001, -0.0004
Si, -0.0008, 0.0007, 0.0004
Si, 0.0003, 0.0003, 0.0006
Si, -0.0005, 0.0003, 0.0003
Si, 0.0012, -0.0027, 0.001
Si, 0.002, -0.0022, -0.0006
Si, 0.0001, -0.0006, -0.0017
Si, 0.0009, -0.0013, -0.001
Si, -0.0007, -0.0002, 0.0007
Si, -0.0008, 0.0009, 0.0011
Si, -0.0002, -0.0009, 0.0013
Si, -0.0003, 0.0008, -0.0011
Si, -0.0015, -0.0009, 0.0005
Si, -0.0008, 0.0061, 0.0026
Si, 0.0009, -0.0042, -0.0013
Si, 0.0015, -0.0013, -0.0022
Si, 0.0003, -0.0002, 0.0006
Si, 0.0316, 0.048, -0.0646
Si, -0.0061, 0.0263, -0.214
Si, -0.0282, 0.0544, 0.1009
Si, -0.0012, -0.0617, 0.0768
Si, 0.0057, 0.0106, -0.1387
Si, 0.008, -0.0501, -0.1031
Si, 0.0258, -0.0229, -0.0347
Si, 0.0298, 0.0269, -0.0242
Si, -0.0164, -0.0402, -0.014
Si, 0.0023, -0.0286, -0.0861
Si, -0.0286, -0.0589, 0.0712
Si, 0.0573, -0.1557, 0.1497
Si, -0.0329, 0.0078, 0.0875
Si, -0.0353, 0.0114, -0.2001
Si, 0.0432, 0.0064, 0.0561
Si, -0.0874, 0.0511, -0.0593
Si, 0.008, 0.0487, 0.1062
Si, 0.0864, 0.0699, 0.066
Si, 0.0265, 0.0284, -0.0895
Si, 0.0285, 0.141, -0.1121
Si, -0.072, 0.0908, 0.2178
Si, 0.0026, 0.0558, 0.3094
Si, -0.1509, -0.1306, -0.0286
Si, 0.0913, -0.0489, -0.0133
Si, -0.0151, -0.0184, 0.0125
Si, -0.0068, -0.0038, 0.0209
Si, 0.0003, -0.0016, -0.0059
Si, -0.0162, 0.0005, -0.0027
Si, 0.0225, -0.0022, -0.0082
Si, 0.0112, -0.0013, -0.0154
Si, -0.0048, 0.0106, -0.0075
Si, 0.0029, 0.0074, -0.0056
Si, -0.0037, 0.0025, -0.0145
Si, 0.0084, -0.0028, 0.0057
Si, 0, -0.0065, 0.0106
Si, 0.0054, -0.0547, 0.0098
Si, 0.0315, -0.001, 0.0014
Si, -0.0234, 0.0193, 0.0234
Si, 0.0032, 0.0023, 0.0009
Si, -0.0063, -0.0255, -0.0268
Si, -0.0026, 0.0051, -0.008
Si, 0.0542, -0.0153, -0.0471
Si, -0.0245, 0.0059, 0.0016
Si, -0.0029, 0.0006, 0.0005
Si, -0.0086, 0.032, 0.0702
Si, 0.0212, -0.0074, -0.0095
Si, -0.0111, 0.0006, -0.0004
Si, -0.0025, 0.0023, 0.009
Si, 0.04, 0.0216, 0.0825
Si, -0.0047, -0.0059, -0.0029
Si, -0.0032, 0.0161, -0.0105
Si, -0.0295, 0.0017, 0.0138
Si, 0.0089, -0.0078, 0.0229
Si, -0.0576, -0.007, 0.0181
Si, -0.0178, 0.0365, 0.0491
Si, 0.0025, -0.0093, 0.0055
As, 0.0834, 0.0565, 0.1732
Si, 0.0279, -0.009, -0.0188
Si, -0.0138, 0.043, -0.0016
As, 0.0778, 0.0537, -0.123
O, -0.0074, 0.2491, 0.2001
O, 0.003, 0.0024, -0.0112
O, -0.0187, -0.006, -0.0178
O, 0.0009, -0.0009, -0.0175
O, -0.0228, 0.0148, 0.0079
O, 0.0009, 0.0069, -0.0061
O, 0.0104, 0.0017, 0.0009
O, 0.0154, 0.0053, 0.0038
O, 0.0038, 0.0016, -0.0188
O, 0.0082, -0.0023, -0.0133
O, 0.0023, -0.0203, -0.0233
O, -0.0225, -0.209, -0.056
O, 0.0013, -0.0001, 0.0065
O, 0.0002, 0.0006, 0.0067
O, 0.0002, -0.0003, 0.0047
O, 0.0002, -0.0002, 0.0049
O, 0.0006, 0.0007, 0.0059
O, -0.0002, -0.0003, 0.0065
O, -0.0013, -0.0007, 0.0052
O, 0.0002, -0.0018, 0.0057
O, -0.0007, -0.0023, 0.0065
O, 0.0001, 0.0002, 0.0057
O, -0.0017, -0.0012, 0.0021
O, -0.0003, -0.0032, 0.0054
Si, 0.0259, -0.0297, 0.0089
Si, 0.0002, -0.001, -0.011
Si, 0.0004, -0.0032, -0.0081
Si, -0.0008, 0.0022, -0.0104
Si, -0.0003, -0.0023, -0.0121
Si, -0.0002, -0.0011, -0.0127
Si, -0.006, -0.0221, 0.0175
Si, 0.0091, 0.0143, -0.0121
Si, -0.0026, -0.0016, -0.012
Si, -0.0007, -0.0004, -0.0078
Si, -0.0085, 0.0004, -0.0023
Si, -0.0011, -0.0012, -0.0122
Si, 0.0001, -0.0007, -0.01
Si, 0.0006, -0.0006, -0.0105
Si, -0.0007, 0.0013, -0.0091
Si, -0.0012, -0.0023, -0.0096
Si, 0.001, -0.0016, -0.0117
Si, -0.0004, -0.0019, -0.0103
Si, 0.0012, -0.0054, -0.0026
Si, -0.0103, 0.0051, 0.0002
Si, -0.0006, 0.0002, -0.0124
Si, -0.0019, -0.0002, -0.009
Si, -0.033, -0.1487, -0.2095
Si, 0.0003, 0, -0.0107
Si, 0.0027, -0.0022, 0.0007
Si, 0.0024, 0.005, -0.0032
Si, 0.002, -0.0013, -0.0127
Si, -0.0001, -0.0039, -0.0103
Si, -0.0022, -0.0001, -0.0067
Si, -0.0096, 0.0001, 0.012
Si, -0.0074, -0.0077, -0.0065
Si, 0, 0.0062, 0.0268
Si, 0.0002, 0.0006, -0.012
Si, -0.0017, -0.0048, -0.0068
Si, 0.0009, -0.006, 0.0202
Si, 0.002, 0, -0.0131
Si, 0.0037, 0.0015, -0.01
Si, 0.0066, 0.0163, 0.0023
Si, -0.0017, -0.0017, -0.0111
O, -0.0011, -0.0015, 0.008
O, -0.0018, 0.0079, -0.0076
O, -0.0006, 0, 0.006
O, -0.0003, -0.0022, 0.0069
O, 0.0013, -0.0003, 0.0042
O, 0.0173, 0.0065, -0.0668
O, -0.0015, -0.0034, 0.0024
O, -0.0018, 0.0014, 0.0012
O, 0.0005, -0.0003, 0.0052
O, 0.0005, 0, 0.0072
O, -0.0001, -0.0047, 0.0019
O, -0.1061, 0.0049, -0.0889
O, -0.001, -0.0011, 0.0059
O, 0.0025, -0.0003, -0.0005
O, 0.0036, 0.001, -0.0019
O, 0.001, -0.0005, 0.006
O, -0.0037, -0.0069, -0.0058
O, -0.0016, -0.0016, 0.0029
O, 0.0001, 0.0008, 0.0062
O, 0.0023, 0.001, 0.0066
O, 0.004, 0.0002, -0.0024
O, 0.001, -0.0056, -0.0058
O, 0.002, -0.0018, 0.0058
O, 0.002, -0.0003, 0.007
O, -0.0053, -0.0032, 0.0009
O, -0.0006, 0.0003, 0.0057
O, 0.0007, -0.0019, 0.0043
O, 0.0049, -0.0006, 0.0012
O, -0.0002, 0.0009, 0.0052
O, -0.0003, -0.0012, 0.004
O, 0, -0.0014, 0.0058
O, -0.0013, 0.0011, 0.0011
O, -0.0024, -0.0007, -0.0076
O, -0.0001, -0.0008, 0.0055
O, 0.0086, 0.0093, -0.0062
O, 0.0022, 0.0002, 0.0052
O, -0.0005, -0.0021, 0.0068
O, -0.0074, -0.0071, -0.0058
O, -0.0006, -0.0012, 0.0051
O, -0.0013, 0.0001, 0.0058
O, 0.0012, -0.0004, 0.0054
O, 0.0032, 0.0031, 0.0012
O, 0.0044, -0.0004, 0.0017
O, -0.0006, -0.0011, 0.0045
O, 0.0007, 0.0005, 0.0059
O, 0.002, -0.0046, -0.0036
O, -0.0028, -0.0017, 0.0059
O, -0.0011, -0.0012, 0.0056
O, -0.0001, -0.0009, 0.0054
O, -0.0015, -0.0038, 0.0031
O, -0.0038, -0.0116, -0.002
O, -0.0001, -0.0007, 0.0064
O, -0.0011, -0.0027, 0.006
O, 0.0071, 0.0052, 0.0037
O, -0.0006, 0, 0.0062
O, 0.001, -0.0013, 0.0083
O, 0.0002, -0.0007, 0.0015
O, 0.0027, -0.0022, 0.0062
O, 0.0005, -0.0015, 0.0057
O, -0.0003, 0.0003, 0.0095
O, 0.0009, -0.0008, 0.0063
O, -0.0024, -0.0076, -0.0095
O, 0.0003, -0.0002, 0.0056
O, 0.0025, 0.0013, 0.0048
O, -0.0016, 0.0003, 0.0055
O, 0.0021, -0.0005, 0.0077

The program warned: the cutoff lies below the one the program advises for these potential files; the exchange-correlation potential is rough where the density is thin.
